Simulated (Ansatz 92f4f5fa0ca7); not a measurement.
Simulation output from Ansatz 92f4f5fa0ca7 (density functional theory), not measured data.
Periodic cell of 158 atoms, Si90O68, from a study of silicon, its oxide and their interface. The atomic structure is a simulated model.

Settings
functional: r2SCAN
potential files: Ansatz norm-conserving
basis: plane waves
wave-function cutoff: 1300 eV
density cutoff ratio: 4
exchange-correlation grid ratio: 1
k mesh: 2 x 2 x 1, shifted by 0.5 0.5 0.5 of a step
self-consistency stop: 5e-08 eV per atom in the density residual
occupations: Fermi-Dirac, 0.05 eV
spin: none
net charge: 0

Cell vectors (angstrom)
a	10.88	0	0
b	0	10.88	0
c	0	0	22.7473

Atoms and the computed forces on them: element, x, y, z (angstrom), force x, y, z (eV/angstrom)
Si	0.7057	-0.884	-0.3807	0.2744	0.8866	0.6292
Si	3.1934	1.7109	-0.4996	-2.0793	0.3438	-0.7153
Si	0.1738	5.5005	0.3408	0.4253	-0.1716	-1.4628
Si	2.6404	8.5245	0.1936	-0.6687	-1.5831	-2.1169
Si	5.5826	-0.0625	0.1385	-0.7059	0.222	-1.3798
Si	8.3333	3.0074	-0.2922	1.1215	-0.006	0.6249
Si	5.9448	5.0721	-0.2164	1.0813	0.6532	2.2215
Si	7.7192	8.4327	-0.2784	-1.3281	1.3083	-0.6351
Si	1.4284	0.9539	1.1057	1.1414	-0.6075	-0.1663
Si	4.522	3.9821	1.2841	-1.5744	0.3925	0.0413
Si	1.5479	6.8867	1.477	0.2333	0.2567	1.0243
Si	4.1381	9.5365	1.4549	1.4724	0.0135	0.2574
Si	7.058	1.4979	1.1473	-0.3755	-0.7074	0.0776
Si	9.6663	4.0062	1.3931	-0.1402	-0.1989	-0.1416
Si	6.8245	6.8813	1.1786	-0.7264	-0.8569	0.087
Si	9.5314	9.3863	0.9831	0.7729	0.2225	-0.8334
Si	0.1673	2.5779	2.541	0.7634	0.2039	-0.0548
Si	2.8246	-0.2058	2.8034	-1.738	2.0308	-0.2235
Si	-0.0623	8.2098	2.6619	0.5025	-0.0177	-0.2123
Si	2.8945	5.3002	2.7456	-0.1099	-0.0086	-1.5872
Si	5.5956	2.6257	2.7576	0.5236	0.0447	-0.5879
Si	8.4516	0.063	2.4428	-0.6924	-0.3921	0.0159
Si	5.448	8.1389	2.6891	0.6835	-1.0121	-0.0183
Si	8.1903	5.4154	2.625	0.0301	0.6215	-0.2443
Si	1.3123	4.1225	4.0055	-0.4634	-0.606	0.2886
Si	4.0238	1.3954	3.9661	-0.2312	-0.6543	1.1003
Si	1.1833	9.6584	4.1028	0.3122	-0.7953	0.0108
Si	4.0819	6.7105	4.0234	0.3876	1.3431	0.8317
Si	6.8426	4.096	4.0178	0.445	-0.2094	1.0997
Si	9.6929	1.3641	3.9571	-0.8811	-0.3364	0.8055
Si	6.9834	9.527	3.8728	-0.8121	0.4154	-0.0929
Si	9.4781	6.8786	4.0125	0.2015	-1.0929	0.3973
Si	-0.1083	0.0393	5.5808	-0.2641	0.0371	-0.1656
Si	2.4262	2.6153	5.4169	1.1864	0.4976	-0.0314
Si	-0.1816	5.4252	5.5236	0.5136	-0.2641	-1.0171
Si	2.659	8.2674	5.2691	0.0741	-1.5635	0.8071
Si	5.4136	-0.0841	5.2384	0.1771	0.005	0.0789
Si	8.1854	2.5708	5.4712	-0.3202	0.7112	-1.9923
Si	5.4157	5.3924	5.4165	0.7841	0.5645	0.3522
Si	8.1629	8.1788	5.3816	-0.2339	0.671	0.7295
Si	1.1056	1.3884	6.9983	0.7102	-0.9027	0.1344
Si	3.9851	3.9797	6.6084	-0.863	0.6612	-0.2236
Si	1.3434	6.7412	6.7409	-0.7853	0.9508	-0.1294
Si	4.0467	9.4998	6.75	0.4023	0.1678	-1.737
Si	6.6843	1.3008	6.65	-1.1145	-0.1489	0.0656
Si	9.4092	3.8845	6.8506	0.3145	1.3014	0.88
Si	6.8565	6.8949	6.885	-0.7433	-0.7446	-0.5135
Si	9.2044	9.7448	6.934	-0.4426	-0.6589	1.1447
Si	-0.2708	2.6389	8.4942	0.3412	1.3319	0.5084
Si	2.6402	-0.1608	8.0361	-0.6203	0.5309	-0.7078
Si	0.1546	7.857	8.5687	-0.8095	0.8758	-0.8628
Si	2.8156	5.494	7.9735	1.5834	-0.6103	0.4835
Si	5.1438	2.5667	7.9189	0.1464	-0.6082	0.8789
Si	7.8602	0.3811	8.3736	0.8123	-0.2064	0.1059
Si	5.4537	8.3292	8.152	1.0906	0.6835	-0.1596
Si	7.9248	5.257	8.2523	0.07	0.1835	0.8492
Si	0.8701	4.3068	9.9243	0.6314	-0.2256	-1.15
Si	3.8173	1.1562	9.4743	-0.4077	-0.8399	-1.3553
Si	1.876	9.0284	9.464	-0.5038	1.4244	1.116
Si	4.0982	6.9749	9.2855	-1.4357	0.5336	-0.9771
Si	6.5944	3.4702	9.4299	0.2534	1.5122	-0.021
Si	8.636	2.2554	9.7986	-0.1855	-1.2751	1.1922
Si	6.2796	10.0953	9.6132	-0.7655	-0.7209	1.3818
Si	10.3137	6.2657	10.0184	-0.1417	-0.9486	0.5398
Si	0.0619	1.838	15.3523	0.8245	-1.512	0.291
Si	1.5699	0.4715	11.4619	1.4924	-1.961	1.0803
Si	-4.9105	6.7388	15.7611	-0.1814	1.6174	-0.5607
Si	7.5915	6.3163	13.154	-0.3235	-0.2951	0.093
Si	2.0573	4.7409	12.5519	0.8496	-0.1112	2.2089
Si	5.1449	5.1774	11.4691	-2.0838	0.3564	1.9399
Si	7.4725	9.4359	12.5602	0.2776	0.0969	0.4849
Si	5.028	14.7983	16.8832	-0.6254	-0.9148	2.044
Si	7.2432	9.4217	15.4954	-0.7149	0.4303	-0.3453
Si	0.6016	8.0292	18.9101	0.3077	-1.2255	-1.0932
Si	9.417	1.6471	18.0069	-0.2657	1.4747	-1.7069
Si	10.3484	6.4016	12.3686	-0.1068	-0.1108	1.012
Si	9.5883	11.9381	12.5163	1.6215	-0.2448	0.0133
Si	-7.3721	-2.2901	15.8911	0.3497	0.5527	0.3882
Si	3.9889	10.3318	18.5285	0.1147	1.7489	-2.8762
Si	-1.1741	3.8266	19.77	0.2574	1.28	1.1287
Si	10.1591	-2.3033	14.4398	0.583	-0.0325	0.8258
Si	13.0154	4.0593	15.5063	-0.5769	-1.3131	0.7958
Si	11.7987	6.8802	16.3645	1.0352	-0.2873	-0.6213
Si	1.7848	10.518	14.3767	-0.4143	0.4926	-1.4125
Si	6.4346	1.0264	17.3698	1.2481	0.6495	0.5036
Si	0.8766	10.7903	19.1858	1.2484	0.7383	0.127
Si	4.4125	5.1853	19.7204	0.49	-1.2095	-0.42
Si	1.806	3.9896	20.8229	-2.6994	-3.0812	0.2768
Si	3.5752	7.841	20.0602	0.0204	2.0246	0.9249
Si	9.3669	6.7346	20.7119	-1.0274	0.5673	0.4334
O	0.8777	-0.2739	-1.9336	-0.4042	-0.8605	0.176
O	-0.3081	1.0107	-3.8	0.472	0.0201	-0.4913
O	0.8318	3.1166	-6.8324	0.7214	1.4644	-0.0131
O	2.3626	2.424	-1.7996	0.4822	-0.0669	0.7907
O	-0.9811	6.4512	-0.4986	1.1985	-1.1349	-0.7653
O	1.4276	4.6336	-0.477	-1.7475	0.733	-0.2056
O	3.6105	13.9476	0.2502	1.1885	0.284	0.5197
O	3.5693	7.7184	-1.0443	-0.7896	0.4023	-0.3998
O	4.3792	0.6397	-0.955	0.5615	0.5299	1.3018
O	5.313	0.4751	-4.3842	-1.8509	-0.5734	1.0994
O	7.3242	4.2189	-0.4536	-1.2372	0.9208	-0.4694
O	9.1285	2.8594	-1.7331	-0.2571	0.4539	-0.2383
O	2.8805	4.8435	-2.6363	1.5166	1.3534	-0.9345
O	5.33	5.097	-1.6603	-1.5042	0.2652	-2.8498
O	6.5315	9.7285	-0.6577	1.4173	-1.5897	0.5475
O	7.9681	7.6189	-1.7144	1.053	-0.2398	0.2201
O	8.7638	10.5078	12.6055	-0.3505	0.0638	0.6451
O	1.2868	3.8841	11.447	-0.3681	-0.8644	-0.4333
O	1.6925	-1.0466	10.8816	-0.4596	-0.1214	-0.5223
O	2.5287	1.3428	10.4895	0.4655	1.3878	0.5461
O	2.8208	7.8142	9.936	1.2722	-0.8988	-0.0348
O	0.9734	16.8311	12.8842	0.7015	-0.7815	-0.5403
O	7.7768	7.8239	12.546	0.0534	-0.3743	0.0864
O	5.0059	6.4091	10.4623	0.2829	-0.2769	0.5237
O	9.6316	8.8187	8.3003	1.5556	-0.4738	-1.0356
O	8.7601	6.0887	9.4876	-0.6108	-1.0417	-0.7182
O	8.8114	2.0548	11.5097	-0.8773	0.4919	-1.3883
O	6.8404	-0.0993	16.2971	-0.0335	-0.54	-1.2204
O	7.1111	17.2642	14.69	0.112	-0.082	-1.0488
O	4.88	10.9228	10.0109	1.1598	0.1217	0.3225
O	5.7856	5.276	16.4353	-0.3879	0.3536	-0.1463
O	5.5104	3.8506	10.6824	1.0177	-1.2197	-1.0088
O	1.3614	0.7711	15.4166	-0.6937	1.0335	0.6481
O	2.1494	0.4043	12.9734	0.1582	-0.159	0.2593
O	2.2348	3.8581	13.9285	-0.1259	0.3613	-0.9143
O	-6.3858	7.4008	15.3268	0.4537	-0.4166	0.5839
O	2.4327	4.6344	9.3628	-1.7654	-0.0963	-0.2685
O	9.0457	5.529	13.0916	0.5141	1.5601	-1.179
O	5.8062	13.3641	16.7684	1.4547	-0.843	0.1925
O	12.5957	-5.3413	15.9039	-0.6463	0.8965	0.3572
O	6.7559	-1.2292	11.1598	-0.5193	0.593	-1.5033
O	10.9122	0.7521	11.6078	-1.0307	0.5796	-0.4121
O	-0.6495	1.8275	13.8769	-1.0617	-0.8907	-1.0551
O	6.6053	9.6287	13.9435	0.7471	-0.1622	0.6325
O	13.8896	9.5433	14.6949	0.3677	0.3532	-0.3911
O	7.9499	11.9142	18.1855	-2.0273	0.6389	-0.1102
O	10.3415	7.9129	12.9586	-1.3006	0.4001	0.2106
O	2.1417	7.9739	16.4335	-1.2051	-0.7709	0.3785
O	2.0781	7.8967	19.5189	-0.7462	-0.043	0.2511
O	-1.6986	5.4065	19.7771	-0.1479	0.0502	1.4608
O	14.5331	5.024	12.3007	1.2849	0.6409	-1.6138
O	-1.1453	1.5091	16.3889	0.4825	-0.0693	0.8935
O	8.8381	9.1779	15.282	0.8284	-0.258	-1.4165
O	10.5607	7.313	15.4027	1.0833	0.0874	0.5235
O	3.5475	14.5262	16.2732	-0.6269	0.7247	-0.8394
O	4.226	9.2937	19.6762	0.2595	-1.2429	1.2047
O	6.3909	5.4886	12.4251	0.4598	0.389	0.2698
O	4.8576	4.1776	18.512	-0.0601	0.7371	0.8706
O	0.4278	9.5117	18.2772	-0.1431	-0.3718	0.6848
O	2.4763	11.0371	18.7413	0.159	-0.2207	0.0343
O	0.429	3.8766	19.8595	1.6661	0.3397	1.3705
O	0.3693	6.7794	17.8803	0.2113	0.6776	-0.2822
O	6.6564	-2.7423	16.337	-0.0683	-0.1403	0.2375
O	9.2946	3.3095	18.3347	-0.0977	-2.538	-0.5855
O	4.1276	-1.2924	17.0338	-0.7413	-0.5916	0.4766
O	10.3498	7.7886	19.9829	-0.7067	-0.1559	1.3528
O	11.2454	9.7489	14.2802	-0.3329	-0.5304	0.1911
O	4.3738	6.7321	19.2242	0.5564	-0.6237	0.3871

Results
free energy: -42145.331 eV
free energy less fixed offsets of O -463.61, Si -117.95 eV per atom: -4.351 eV
pressure: -2.49 GPa
stress xx, yy, zz, yz, xz, xy (GPa, positive in tension): 3.57, 1.2, 2.71, 0.41, -1.48, -1.56
